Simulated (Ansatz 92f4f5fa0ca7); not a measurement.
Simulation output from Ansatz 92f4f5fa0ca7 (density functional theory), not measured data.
Periodic cell of 226 atoms, Si134O92, from a study of silicon, its oxide and their interface. The atomic structure is a simulated model.
Doubt: the cutoff is far below the 930 eV that the study's wrapper takes by default for these files, so forces and energies are approximate.

Settings: functional PBE; potential files Ansatz PAW; basis plane waves; wave-function cutoff 580 eV; density cutoff ratio 5; exchange-correlation grid ratio 1; k mesh 1 x 1 x 1, Gamma-centred; self-consistency stop 5e-08 eV per atom in the density residual; occupations fixed; spin none; net charge 0.

Cell vectors (angstrom)
a	10.938	0	0
b	0	10.938	0
c	0	0	32.639

Atoms and the computed forces on them: element, x, y, z (angstrom), force x, y, z (eV/angstrom)
Si	0.3069	-0.277	25.0756	0.0487	-0.1033	0.0116
Si	5.662	-0.3984	25.141	0.0835	-0.132	-0.0606
Si	2.6048	2.8586	25.0796	-0.1627	-0.0244	-0.19
Si	7.9272	2.9224	25.1345	-0.0871	0.0896	-0.2428
Si	0.3417	5.0335	25.2851	-0.0107	-0.1356	-0.182
Si	5.7175	5.1836	25.002	0.2073	-0.0119	-0.0379
Si	2.5369	8.3516	25.04	-0.0962	-0.0395	-0.0428
Si	8.0081	8.4563	25.2337	-0.1776	0.0984	-0.2963
Si	1.4601	1.2811	26.4575	-0.0294	-0.0057	-0.2365
Si	6.783	1.314	26.442	-0.0236	-0.0687	-0.2365
Si	4.1397	4.0835	26.4271	-0.0505	0.0206	-0.233
Si	9.5645	4.0005	26.5129	-0.0605	-0.0018	-0.0959
Si	1.4349	6.764	26.4774	-0.0987	0.1197	-0.1715
Si	6.8563	6.7747	26.43	-0.0311	-0.1215	-0.1858
Si	4.0981	9.4511	26.5031	-0.1084	0.0233	-0.1916
Si	9.5802	9.6382	26.5047	0.2029	-0.0622	-0.145
Si	2.7909	-0.0434	27.8591	0.0416	-0.0283	0.0502
Si	8.2092	0.0446	27.8562	-0.0175	-0.0009	0.0599
Si	0.0248	2.6472	27.8394	0.1248	-0.024	0.0276
Si	5.4531	2.6972	27.8257	0.0223	0.0399	0.1149
Si	2.8039	5.4547	27.8494	0.0058	-0.0399	0.0773
Si	8.2365	5.4509	27.8458	0.0152	0.0094	-0.0122
Si	0.0004	8.172	27.8309	0.0314	-0.014	-0.0883
Si	5.4833	8.1168	27.8417	0.0999	0.0203	0.103
Si	4.1018	1.3673	29.2208	0.009	-0.0737	0.11
Si	9.5708	1.3673	29.2208	0.0731	-0.0168	0.307
Si	1.3673	4.1018	29.2208	0.0737	-0.1485	-0.3652
Si	6.8362	4.1018	29.2208	-0.0304	-0.139	-0.2817
Si	4.1018	6.8362	29.2208	0.1827	-0.1946	0.3351
Si	9.5708	6.8362	29.2208	0.0226	-0.0337	0.0064
Si	1.3673	9.5708	29.2208	0.0123	-0.1597	-0.1829
Si	6.8362	9.5708	29.2208	-0.0034	-0.1231	-0.3397
Si	0	0	30.588	-0.1074	-0.035	-0.0194
Si	5.469	0	30.588	-0.0333	0.0534	-0.0163
Si	2.7345	2.7345	30.588	-0.029	-0.0169	-0.0145
Si	8.2035	2.7345	30.588	0.0456	0.0416	-0.0181
Si	0	5.469	30.588	-0.04	0.0455	-0.0456
Si	5.469	5.469	30.588	-0.0754	0.0288	0.0069
Si	2.7345	8.2035	30.588	-0.0586	0.001	-0.0275
Si	8.2035	8.2035	30.588	0.0195	0.0206	-0.0267
Si	1.3673	1.3673	31.9553	0.0144	-0.0007	-0.0248
Si	6.8362	1.3673	31.9553	0.0521	-0.0434	-0.0262
Si	4.1018	4.1018	31.9553	0.022	-0.0252	-0.0043
Si	9.5708	4.1018	31.9553	-0.0008	0.0049	-0.0209
Si	1.3673	6.8362	31.9553	0.0528	-0.038	-0.032
Si	6.8362	6.8362	31.9553	0.0253	-0.0355	-0.0164
Si	4.1018	9.5708	31.9553	0.0005	-0.0216	-0.0298
Si	9.5708	9.5708	31.9553	0.0425	-0.008	-0.002
Si	2.7345	0	0.6835	-0.0087	0.0122	0.0205
Si	8.2035	0	0.6835	-0.0304	0.0545	0.0109
Si	0	2.7345	0.6835	-0.0484	0.0124	0.0289
Si	5.469	2.7345	0.6835	-0.0153	-0.0151	0.0105
Si	2.7345	5.469	0.6835	-0.0871	0.0897	-0.0039
Si	8.2035	5.469	0.6835	0.0309	0.0148	0.0269
Si	0	8.2035	0.6835	-0.0192	-0.0186	0.0092
Si	5.469	8.2035	0.6835	-0.042	0.0256	0.0275
Si	4.1018	1.3673	2.0507	0.0115	0.0485	0.0241
Si	9.5708	1.3673	2.0507	0.0369	-0.0791	-0.0112
Si	1.3673	4.1018	2.0507	0.1355	0.0245	-0.0062
Si	6.8362	4.1018	2.0507	0.0052	-0.0044	0.011
Si	4.1018	6.8362	2.0507	-0.0212	-0.1128	-0.0121
Si	9.5708	6.8362	2.0507	0.0565	0.0342	0.0339
Si	1.3673	9.5708	2.0507	-0.0195	-0.0136	0.0171
Si	6.8362	9.5708	2.0507	0.0812	-0.02	-0.0007
Si	0	0	3.418	-0.2975	-0.0401	-0.5017
Si	5.469	0	3.418	0.0984	0.1071	0.4465
Si	2.7345	2.7345	3.418	0.3005	0.4123	-0.4108
Si	8.2035	2.7345	3.418	-0.2314	-0.057	0.2492
Si	0	5.469	3.418	0.0197	0.1979	0.274
Si	5.469	5.469	3.418	-0.1883	0.0566	-0.2668
Si	2.7345	8.2035	3.418	0.0418	0.0658	0.1963
Si	8.2035	8.2035	3.418	-0.1289	0.1193	-0.1598
Si	1.3347	1.414	4.6718	0.0192	0.091	-0.1781
Si	6.8184	1.3976	4.8735	-0.0311	-0.0076	-0.0272
Si	4.1248	4.1137	4.7999	-0.0523	-0.0387	0.1906
Si	9.5126	4.1473	4.7863	-0.015	0.0308	-0.1191
Si	1.3677	6.8708	4.8242	-0.036	-0.0712	0.0611
Si	6.7704	6.8833	4.752	-0.0405	0.0037	-0.1143
Si	4.0942	9.5833	4.8208	0.0303	-0.0428	-0.1201
Si	9.5214	9.6235	4.7628	0.0291	-0.0446	0.1606
Si	2.6999	0.1308	6.0087	-0.0085	-0.0914	0.14
Si	8.204	0.0335	6.2498	0.0005	0.0325	0.2611
Si	0.0119	2.769	6.0181	0.001	0.0455	0.1716
Si	5.4658	2.7899	6.3018	-0.048	0.0373	0.2327
Si	2.8012	5.5212	6.1971	0.0182	0.1047	0.2026
Si	8.0659	5.505	6.1026	0.0656	0.0019	0.2001
Si	-0.0434	8.288	6.1389	-0.0289	-0.0456	0.1725
Si	5.48	8.2236	6.2226	-0.0701	0.0115	0.1403
Si	3.7116	1.6622	7.475	0.0976	0.0293	0.2933
Si	9.8988	1.2499	7.4463	0.1313	-0.1597	0.3541
Si	1.5485	3.9079	7.3706	0.0826	-0.097	0.2324
Si	6.6292	4.4198	7.6887	0.0344	0.0045	-0.0174
Si	4.4038	6.6469	7.6456	0.0107	-0.1174	-0.0934
Si	9.2011	7.1207	7.3424	0.1222	0.0605	0.111
Si	1.1223	9.9949	7.3305	-0.1216	0.043	0.2684
Si	7.0541	9.3391	7.6046	0.0762	0.0091	0.2442
O	5.5031	5.5268	8.2371	-0.0733	0.0781	-0.342
O	0.0481	0.1239	8.0562	-0.0382	-0.0446	-0.6798
O	2.5904	2.7737	7.9837	0.059	0.0707	-0.4547
O	8.2012	8.229	8.0678	-0.0446	-0.0264	-0.5056
O	1.3678	9.4592	24.556	0.0336	0.087	0.3484
O	6.8611	4.0612	24.5019	-0.0254	-0.0254	0.556
O	6.7749	9.4094	24.5681	0.1804	0.1523	0.6001
O	1.3227	3.8349	24.6301	0.0949	0.3261	0.5573
O	6.3967	9.7642	9.0911	0.0681	-0.0319	-0.383
O	0.7958	4.4725	8.7312	-0.0388	0.1486	-0.0359
O	2.108	9.4846	8.5489	0.0855	-0.1375	0.0722
O	7.452	3.9065	9.0632	-0.0488	-0.019	-0.078
O	9.7179	6.2084	8.6107	0.1189	-0.0392	0.0385
O	4.1018	0.9146	8.8986	0.024	0.0817	-0.3044
O	3.8059	7.432	8.9931	-0.0923	0.0094	0.0318
O	9.4864	2.1606	8.7757	-0.0781	0.0042	-0.134
O	4.7827	0.1056	23.8407	0.03	-0.0011	0.0346
O	2.6094	0.2569	22.1811	0.0324	0.0444	0.097
O	10.6069	5.768	23.9995	-0.0262	0.1099	-0.115
O	5.0599	5.7953	23.6033	0.0519	-0.0245	0.097
O	8.9683	7.8922	24.0181	-0.0821	0.0255	0.0258
O	3.33	2.3212	23.6603	-0.0768	0.1038	0.3086
O	3.2786	7.7199	23.6825	-0.0768	0.1223	0.103
O	10.6715	0.5166	23.7368	0.0753	-0.0722	0.0667
Si	5.1299	10.3253	16.0631	0.0064	0.0013	0.0745
Si	3.9714	11.9038	10.5163	-0.1645	0.0287	0.2049
Si	12.2562	15.1774	16.4624	-0.0178	-0.054	0.0416
Si	8.1453	9.9915	21.1068	0.0145	0.0118	-0.2799
Si	8.0474	11.2049	15.0958	0.0691	0.049	-0.0807
Si	0.1177	5.0916	12.1032	0.1182	-0.2143	0.1786
Si	11.8318	7.7456	20.8856	-0.0427	-0.0212	-0.2763
Si	3.9083	1.0395	22.8281	0.0576	-0.0202	-0.0387
Si	2.3518	14.0024	12.0898	-0.0754	-0.2198	-0.0172
Si	2.4838	-0.6784	20.8394	0.0066	-0.1014	-0.2143
Si	5.2953	0.3264	20.3502	-0.0114	-0.0917	0.008
Si	8.1164	2.504	9.596	-0.0556	-0.1901	0.0269
Si	11.6229	0.6839	13.1427	-0.0174	-0.0496	-0.164
Si	11.1818	5.9193	9.2276	-0.0985	-0.147	-0.0301
Si	6.6866	8.2866	17.7426	-0.0152	0.0464	0.1359
Si	8.5888	15.8571	18.7323	0.0618	0.0083	0.1788
Si	12.6962	4.9191	21.2787	-0.1632	0.0407	-0.3273
Si	2.5308	9.4955	12.0021	-0.0643	0.2645	0.1282
Si	9.4047	1.1268	22.897	-0.0272	0.0685	0.0212
Si	9.3765	9.2476	17.0206	0.0637	0.1461	0.0515
Si	17.3229	6.2827	15.3528	-0.0044	0.0901	0.0821
Si	10.0481	2.2735	15.3521	0.0699	-0.0293	-0.078
Si	2.4664	5.2992	13.9436	-0.044	-0.0689	-0.0444
Si	16.2719	6.489	20.0358	0.2368	-0.0726	-0.0611
Si	5.5621	4.5814	17.7396	0.0743	0.0122	0.2565
Si	3.8397	6.482	22.7569	-0.1207	-0.0357	-0.0038
Si	4.4426	12.5994	17.9196	-0.0376	-0.0912	0.2179
Si	-0.5064	14.0541	20.6084	0.1106	0.1525	-0.1534
Si	10.2168	17.2186	16.4483	-0.0312	-0.067	0.0891
Si	13.012	2.9985	19.1312	-0.0451	-0.0204	0.0564
Si	8.0248	6.7507	20.9474	-0.0373	0.017	-0.0731
Si	4.1575	8.0176	14.1844	-0.1066	0.0328	-0.1312
Si	8.7785	11.823	11.9884	0.1983	-0.2441	-0.0208
Si	2.3414	8.0915	9.3483	-0.0588	0.0726	0.0229
Si	9.8439	6.8678	23.1175	0.0044	-0.0699	0.0895
Si	10.7633	9.99	19.3829	0.09	-0.0614	0.0539
Si	6.7049	0.0528	10.1134	0.1758	0.1064	0.2633
Si	8.9136	4.96	14.0836	0.2041	-0.0274	0.0106
O	9.8683	1.9417	21.5608	-0.0762	-0.1679	0.2263
O	1.3905	17.2096	20.4169	0.0357	-0.1148	0.0848
O	11.2553	4.1813	21.5567	0.0659	0.0111	0.0738
O	13.0428	14.8991	17.8333	0.0143	0.0447	0.0021
O	4.2625	6.9116	21.2026	-0.0837	-0.0446	0.3178
O	4.2675	11.5886	16.6478	-0.002	-0.0416	-0.082
O	8.4059	2.3229	11.2299	-0.0411	0.2046	-0.2393
O	7.1058	4.4359	18.2654	-0.0773	-0.0501	-0.0834
O	3.7652	8.7511	12.7796	0.04	-0.044	0.0407
O	19.593	6.3697	19.4913	-0.0137	0.0218	0.0018
O	9.3994	5.2048	17.3656	0.0253	0.014	-0.0624
O	6.4383	10.9577	15.2888	-0.0059	0.0068	-0.0047
O	2.9909	10.7604	11.1018	-0.0509	-0.0511	-0.0512
O	1.9033	12.7028	12.9853	0.0468	0.0973	-0.0084
O	4.1576	9.3105	15.2092	0.0349	0.0117	0.0274
O	10.1404	7.8428	16.7957	0.0255	-0.0258	-0.0511
O	8.2297	22.5539	13.5164	-0.0431	0.0164	0.0848
O	9.4105	-0.4952	20.1701	-0.0866	-0.0217	0.0577
O	0.5587	13.4565	19.506	0.0235	-0.01	0.0383
O	-2.3603	2.176	23.824	0.0373	-0.0448	0.0269
O	4.9106	14.0701	17.4505	0.0304	0.0941	-0.1198
O	8.4458	-0.1402	22.4972	-0.0303	0.0166	0.1347
O	7.041	12.2856	9.1698	0.0014	0.0193	-0.1744
O	4.9277	1.3764	21.5719	-0.089	0.009	0.1655
O	3.1757	4.3073	12.8127	-0.0378	0.0386	0.0698
O	6.6646	10.4391	20.6063	-0.0147	0.0362	0.0935
O	9.2245	14.7286	19.7292	0.0179	-0.024	-0.0063
O	1.3769	10.1127	13.0307	0.0873	-0.0722	-0.0374
O	10.4169	0.7162	12.0133	-0.1394	0.0703	0.0349
O	20.4059	5.0625	12.5393	0.0119	-0.0292	0.051
O	11.9381	5.7002	13.3382	-0.0596	0.08	-0.0499
O	3.3939	13.3763	10.9805	0.0195	0.066	-0.0049
O	8.7544	12.4098	15.9968	-0.0602	-0.0272	0.0266
O	2.1651	19.6454	21.2068	-0.0065	0.0772	0.1248
O	7.0694	7.241	16.5204	0.0092	-0.0663	-0.131
O	8.055	8.3616	21.2093	0.014	0.0233	0.1056
O	14.9166	10.2834	20.1482	-0.0017	0.018	0.0281
O	7.3457	16.2655	14.4132	-0.0636	0.0486	0.0485
O	9.7083	6.0901	14.9299	-0.057	0.0315	-0.1064
O	8.0152	-0.2618	11.0755	-0.1252	0.0679	-0.1349
O	5.5735	1.1158	18.958	-0.0053	0.0755	-0.0537
O	5.6237	7.2916	14.3041	0.0635	-0.0867	0.0067
O	10.9893	8.3828	19.643	0.0247	0.0397	0.1049
O	2.6148	16.3268	22.581	0.09	0.0195	0.1114
O	1.2614	7.0621	8.7018	0.037	0.0589	-0.0162
O	16.9167	7.6669	19.0806	-0.0484	-0.0241	-0.0685
O	8.8436	9.8485	15.5903	0.0038	-0.0256	-0.0411
O	0.1658	14.006	16.3189	-0.0644	-0.0177	-0.0507
O	8.855	6.034	22.1381	0.0035	-0.0126	0.0338
O	9.3175	14.3605	14.4513	-0.031	0.07	-0.0411
O	0.1594	6.064	10.827	-0.0003	0.0511	-0.1578
O	10.9085	1.1062	14.5574	-0.0509	0.0468	0.1091
O	10.9222	7.7058	22.2342	0.0142	0.0341	0.133
O	5.6305	9.4256	17.3096	-0.0348	-0.0227	-0.0264
O	15.7157	5.3694	18.9681	0.0291	0.0425	-0.0198
O	8.1116	9.0206	18.0525	-0.0136	-0.0279	-0.0659
O	10.4594	10.2271	17.7898	-0.1086	-0.085	-0.0963
O	13.5925	14.8091	20.3945	-0.0152	-0.0232	0.0315
O	11.8128	3.6859	11.6525	0.0078	0.0897	-0.0426
O	12.1422	10.733	19.8967	0.0553	-0.0056	0.099
O	2.0353	8.3531	10.9358	0.049	-0.1494	-0.2329
O	3.148	6.724	14.3722	0.0559	0.0219	0.0284
O	3.0351	12.6789	18.7636	0.0133	0.0203	-0.0483
O	11.7553	16.727	16.5559	-0.0591	0.0158	0.0228
O	5.4552	0.5202	11.0731	0.0728	-0.0205	-0.073
O	13.2782	15.1938	15.199	0.0276	0.0163	0.0104
O	6.5833	5.998	20.9681	-0.1048	0.0157	-0.0144
O	16.3626	5.3327	16.2841	-0.0083	-0.0039	-0.1206

Results
free energy: -137508.046 eV
free energy less fixed offsets of O -568.88, Si -635.61 eV per atom: 0.654 eV

The program warned: the cutoff lies below the one the program advises for these potential files; the exchange-correlation potential is rough where the density is thin.
